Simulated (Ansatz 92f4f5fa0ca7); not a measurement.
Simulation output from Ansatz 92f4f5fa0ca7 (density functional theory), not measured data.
Periodic cell of 171 atoms, Si99O72, from a study of silicon, its oxide and their interface. The atomic structure is a simulated model.

Settings
functional: r2SCAN
potential files: Ansatz norm-conserving
basis: plane waves
wave-function cutoff: 1300 eV
density cutoff ratio: 4
exchange-correlation grid ratio: 1
k mesh: 2 x 2 x 1, shifted by 0.5 0.5 0.5 of a step
self-consistency stop: 5e-08 eV per atom in the density residual
occupations: Fermi-Dirac, 0.05 eV
spin: none
net charge: 0

Cell vectors (angstrom)
a  11.5403  0  0
b  0  11.5403  0
c  -4.0069  -6.3164  20.8599

Atoms and the computed forces on them: element, x, y, z (angstrom), force x, y, z (eV/angstrom)
Si  -1.3251  0.7965  -0.7745  0.0707  0.5061  -0.3811
Si  -1.3113  4.0298  -0.6634  -0.1089  -0.4992  -0.0597
Si  -1.172  8.3977  -1.3111  0.2619  -0.693  -0.4859
Si  2.5915  -0.011  -1.0213  -0.0411  -0.5465  -0.4517
Si  2.6358  4.209  -0.9962  0.0043  -0.116  -0.6233
Si  2.571  8.442  -0.6582  0.1512  0.0817  -0.7554
Si  6.4061  -0.4363  -0.9981  0.0944  -0.1865  -0.923
Si  6.3578  5.0365  -0.8142  0.026  0.1803  -0.8477
Si  6.3926  8.0689  -0.493  -0.2835  0.0275  -1.0779
Si  0.6977  0.3745  0.4179  0.0295  0.0853  -0.3439
Si  0.7287  4.4507  0.4346  0.045  0.0729  -0.169
Si  0.5355  8.2671  0.4366  0.0938  0.2138  -0.2623
Si  4.5311  0.3449  0.2848  -0.0513  0.1235  -0.0567
Si  4.4912  4.348  0.4483  -0.0471  0.007  0.0219
Si  4.4367  8.0725  0.6935  -0.1813  0  -0.2302
Si  8.2359  0.2886  0.3887  -0.0381  0.0111  -0.1561
Si  8.2479  4.4728  0.5112  0.0929  -0.0226  -0.2548
Si  8.4867  8.2667  0.4142  0.2066  0.0935  -0.3858
Si  0.7013  2.4019  1.7008  0.0336  0.0134  0.319
Si  0.6293  6.3523  1.8181  -0.0534  -0.2928  -0.08
Si  0.596  10.0764  1.8961  0.0902  0.1608  0.0533
Si  4.5434  2.3239  1.6754  -0.0102  -0.0896  -0.1154
Si  4.4023  6.1685  1.9428  -0.1046  0.1577  0.1779
Si  4.4744  10.0648  1.861  -0.0503  0.0644  0.2231
Si  8.2096  2.3577  1.6743  -0.0728  -0.0346  0.2368
Si  8.3905  6.379  1.8422  0.2201  -0.1099  0.1019
Si  8.3763  10.0466  1.8865  -0.0359  0.1284  0.2097
Si  -1.3275  2.421  3.0402  0.1329  -0.0216  -0.3318
Si  10.2832  6.3157  3.2147  -0.1342  0.0969  0.0038
Si  10.2488  10.1216  3.2826  -0.1109  -0.0438  -0.0449
Si  2.6238  2.3389  3.1059  -0.1248  0.0047  -0.1774
Si  2.4972  6.2979  3.27  0.2083  -0.0371  0.0282
Si  2.5632  10.0105  3.2387  0.0354  0.0305  -0.0561
Si  6.3621  2.3187  3.1416  0.1566  -0.0327  -0.1429
Si  6.4062  6.2795  3.1687  -0.0453  -0.0004  0.0417
Si  6.4128  10.0095  3.2174  -0.1177  0.1205  -0.0078
Si  10.2326  0.5633  4.5014  -0.0047  -0.0974  0.1083
Si  10.1367  4.3452  4.4466  0.0357  0.0677  -0.0128
Si  10.3482  8.2057  4.6626  0.0225  -0.0707  -0.1184
Si  2.6147  0.4123  4.5091  -0.0534  0.0184  0.032
Si  2.5596  4.2928  4.4635  -0.1603  0.0491  0.01
Si  2.588  8.1516  4.7463  0.0378  0.0146  -0.0184
Si  6.3414  0.4088  4.5309  0.1758  0.0291  0.1487
Si  6.3426  4.2903  4.4187  0.1417  0.0273  0.0239
Si  6.4486  8.1212  4.6506  -0.0659  -0.0605  0.0246
Si  0.6743  12.0246  5.8052  -0.0114  -0.1284  -0.4165
Si  0.5687  4.4558  5.6934  0.105  -0.0193  -0.366
Si  0.6641  8.314  6.153  0.0954  0.0882  0.179
Si  4.4638  11.7747  5.9914  0.0185  -0.213  0.0229
Si  4.4791  4.1619  5.8499  -0.0344  -0.0776  -0.0167
Si  4.5686  7.9442  6.0906  0.0365  0.1193  0.0792
Si  8.2783  12.1235  5.8431  -0.2896  0.0462  -0.3279
Si  8.1769  4.4226  5.8387  -0.0478  0.0427  -0.2212
Si  8.4287  8.1549  5.9914  -0.0883  0.0277  0.0463
Si  0.4726  2.5028  6.8347  0.0442  0.0743  0.3005
Si  0.5807  6.2151  7.2696  0.0062  -0.0102  0.0605
Si  0.8327  10.3941  7.5137  -0.0395  -0.0173  0.3086
Si  4.2725  2.2203  7.2171  -0.2803  0.0446  0.2625
Si  4.5615  5.9179  7.3831  0.0961  0.0833  0.108
Si  4.6713  9.7982  7.5357  0.0774  0.107  0.1802
Si  8.0192  2.5473  7.1655  -0.1573  -0.2085  0.5147
Si  8.257  6.2257  7.3838  -0.0241  -0.045  0.0702
Si  8.5288  10.2033  7.1373  0.2073  -0.0037  0.1405
Si  10.1042  2.5669  8.1021  0.0486  0.0801  0.9599
Si  10.21  5.6471  8.5606  -0.1563  -0.3097  0.8192
Si  10.295  11.0243  8.527  0.0747  0.2714  0.8917
Si  2.1653  2.5801  8.3642  -0.1412  0.182  0.6048
Si  2.5101  5.6517  8.4569  -0.1021  0.0437  1.066
Si  2.8823  10.3579  9.0041  -0.3356  -0.3499  0.2925
Si  6.0997  1.9455  8.6489  0.0759  -0.2219  0.2782
Si  6.4087  6.0997  8.9719  0.0724  0.1253  0.4629
Si  6.8034  10.3365  8.6601  0.2279  0.0732  0.4153
Si  4.5456  -0.4363  15.65  -0.3215  0.1695  -0.377
Si  4.0956  7.0767  15.7701  -0.0536  -0.0318  -0.3912
Si  8.7531  10.4362  11.0156  -0.0884  -0.0651  0.619
Si  9.7356  1.6715  15.5233  0.3297  0.1172  -0.4839
Si  10.1839  5.8895  11.4821  0.1847  0.0431  0.6168
Si  2.3552  7.9896  13.6262  0.0428  -0.0248  0.1428
Si  4.4579  0.9061  10.8073  0.0774  0.1687  0.7511
Si  6.6081  -0.5831  17.9257  -0.0402  -0.0733  -0.7855
Si  6.0923  3.1048  13.8173  -0.2803  -0.0632  -0.1771
Si  1.7187  1.4845  11.2359  -0.3003  0.2115  0.7517
Si  9.7299  0.0019  17.8609  0.3017  0.3003  -0.5247
Si  0.0627  8.4033  15.4944  0.0539  0.0383  -0.3629
Si  -1.1462  8.66  12.7648  0.0007  0.0403  0.2789
Si  7.8243  0.6569  13.1388  -0.0139  -0.0414  0.2108
Si  5.5897  10.3111  12.9334  0.0752  -0.0559  0.448
Si  2.6802  4.6064  16.8619  -0.1527  -0.0717  -0.4891
Si  2.9918  6.1561  11.3898  -0.2617  -0.1136  0.4116
Si  -4.1993  5.1825  11.7498  0.139  0.1105  0.7373
Si  1.4772  9.9785  11.7452  -0.2081  0.0236  0.6562
Si  -1.889  7.1786  17.7268  0.082  0.0941  -0.6448
Si  6.8449  6.3244  17.048  -0.025  0.1767  -0.5925
Si  3.6276  2.5241  15.1474  -0.1742  -0.1232  -0.215
Si  0.8265  3.3795  15.0293  -0.1509  -0.1031  -0.0987
Si  7.3923  3.3564  16.6782  0.1802  -0.0897  -0.7241
Si  1.0784  4.1957  12.2716  -0.0708  -0.0033  0.3928
Si  5.7918  7.4797  11.4412  0.0905  0.0461  0.6311
Si  2.4503  9.3692  17.0879  0.0257  0.1514  -0.5619
O  3.8091  7.6491  14.2715  -0.2606  0.0176  0.2099
O  2.5986  6.5076  9.8658  0.0962  -0.3075  -0.4927
O  0.8539  2.6159  11.999  0.3127  -0.0697  -0.3853
O  -1.3413  4.3075  -2.2894  0.1461  0.2197  0.4648
O  -1.3136  2.4098  -0.4999  -0.0469  -0.0522  -0.3474
O  1.1774  7.5425  14.666  0.0087  0.2812  0.0091
O  2.8072  9.9261  -1.2966  -0.3659  0.138  0.5256
O  5.6965  6.9397  16.0466  0.1785  -0.1776  0.4433
O  8.9182  1.0909  14.2504  -0.1441  0.0053  0.0478
O  2.3109  2.7708  -1.7369  0.1605  0.3454  0.2169
O  5.5503  8.8649  12.2158  0.0673  -0.097  -0.363
O  6.7711  2.9421  18.1367  -0.3922  -0.4121  1.0656
O  6.6539  0.1076  -2.553  -0.0756  -0.1857  0.6217
O  6.2369  9.476  -1.3892  0.2106  0.273  0.6353
O  6.2671  4.1487  -2.1831  -0.0106  0.267  0.4441
O  -2.4893  9.3638  12.2102  0.0561  0.2506  -0.4025
O  8.1926  -0.4553  17.6924  -0.0689  0.0456  0.2471
O  3.3447  5.6554  15.8211  -0.033  -0.026  0.3153
O  5.0967  -0.1857  11.8069  -0.1049  0.1801  -0.3921
O  10.033  6.5063  9.9845  0.0218  -0.4253  -0.5807
O  6.6739  11.9621  8.6689  -0.3017  0.0788  0.1798
O  8.5667  0.3782  11.7162  -0.0791  -0.477  -0.321
O  7.0973  6.7624  12.0933  -0.2213  -0.1451  -0.3616
O  2.296  9.5964  10.3847  0.4756  0.4803  -0.7767
O  10.256  7.0557  12.6113  -0.0392  -0.1124  -0.367
O  1.5916  1.6689  9.6275  0.2133  0.0783  -0.3438
O  2.321  4.0979  8.9968  0.1952  0.0615  -0.5726
O  6.5304  2.9268  15.3704  0.1575  0.1154  0.2804
O  2.0657  2.3629  14.714  0.1649  0.319  0.2086
O  10.1634  1.1149  8.9252  0.1452  -0.3401  -0.5652
O  10.2481  4.01  8.9753  -0.0954  0.2281  -0.5963
O  2.2862  9.5502  13.1201  -0.1636  -0.1546  -0.4066
O  6.0258  7.5214  9.8061  0.186  -0.5775  -0.2253
O  10.0208  10.3814  10.0192  -0.0237  0.1715  -0.5333
O  2.5861  4.6476  11.8526  -0.1378  0.2533  -0.2551
O  -0.5486  2.5524  15.0305  -0.0392  -0.0365  0.2131
O  0.7623  4.474  13.8403  0.1748  -0.1706  -0.2452
O  -0.9128  9.0496  14.3477  0.1924  -0.206  -0.1124
O  0.9886  9.4251  16.356  0.2081  -0.1651  0.2234
O  1.1561  4.1883  16.4084  0.4239  -0.0289  0.0059
O  8.8264  2.6267  16.4632  -0.3723  0.0124  0.2699
O  5.495  2.0315  10.2244  0.1515  -0.1513  -0.6543
O  -0.8555  7.5588  16.5244  -0.3107  -0.0431  0.4864
O  6.1087  0.5439  18.9849  0.0942  0.3223  -0.0451
O  4.4688  3.2481  13.9428  0.2703  -0.1529  0.258
O  -4.927  4.3571  12.9404  0.1457  0.02  -0.3331
O  6.1233  5.9236  18.4391  0.0622  -0.0964  0.7214
O  6.6853  1.8091  13.0336  0.0547  0.0311  0.1006
O  7.5121  4.9578  16.4882  -0.1384  -0.0458  0.3693
O  3.2827  1.6463  11.651  0.0807  -0.2099  -0.4947
O  3.6301  3.2855  16.6051  -0.157  0.1757  0.0038
O  4.5503  6.4504  11.6716  0.0138  0.1332  -0.2476
O  2.0883  7.1307  12.2994  0.2413  -0.069  -0.1201
O  -3.4301  7.3495  17.1869  0.1478  -0.1913  0.3711
O  3.7499  11.6673  9.5456  -0.0311  -0.1832  0.1667
O  0.0912  9.1672  11.856  0.0414  0.0643  -0.0401
O  -2.6025  4.9004  11.8503  -0.1451  0.227  -0.3839
O  1.1787  0.0352  11.7361  0.2308  -0.0234  -0.3764
O  3.2804  -0.9009  16.5297  0.0551  -0.2721  0.1942
O  3.3617  8.0595  16.8147  -0.0468  0.0845  0.0385
O  4.674  -1.2738  14.2724  0.1991  0.1766  -0.0128
O  6.7827  4.9766  10.2009  -0.1823  0.5024  -0.6386
O  10.2928  0.4139  16.3894  -0.3714  -0.0561  0.6121
O  -1.5804  5.6741  18.2462  -0.0262  0.1451  0.641
O  7.4057  9.9839  10.1956  -0.3247  0.2119  -0.6248
O  9.8929  1.2478  18.8494  -0.0495  -0.1422  0.2169
O  3.03  5.1121  -2.3359  -0.2509  -0.1675  0.5472
O  4.3005  1.0941  15.2896  0.0472  -0.0527  0.0578
O  7.0494  10.7978  13.4802  -0.1891  0.1711  -0.2458
O  6.3522  6.629  -1.367  0.0966  -0.1826  0.8571
O  5.9285  -0.5057  16.4674  0.1695  0.0007  0.5668
O  0.0109  5.0486  11.436  -0.0792  0.0546  -0.1001

Results
free energy: -45075.500 eV
free energy less fixed offsets of O -463.61, Si -117.95 eV per atom: -18.530 eV
pressure: -1.12 GPa
stress xx, yy, zz, yz, xz, xy (GPa, positive in tension): 0.64, 0.29, 2.44, -0.29, -0.23, 0.59
